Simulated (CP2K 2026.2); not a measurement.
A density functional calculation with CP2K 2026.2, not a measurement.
Periodic cell of 1152 atoms, Si864O288, from a study of silicon, its oxide and their interface. The atomic structure is a simulated model.
Doubt: the forces sum to 2.92 eV/angstrom along one axis rather than to zero, so they err by at least 0.0025 eV/angstrom per atom on average; the grid cutoff is modest.

Settings
functional: PBE
method: Gaussian and plane waves
basis set: DZVP-MOLOPT-SR-GTH
pseudopotentials: GTH-PBE
grid cutoff: 350 Ry, relative cutoff 50 Ry
k points: Gamma only
occupations: fixed
spin: none
net charge: 0

Cell vectors (angstrom)
a 32.64 0 0
b 0 16.32 0
c -2.4555 -2.8623 38.5662

Atoms and the computed forces on them: element, x, y, z (angstrom), force x, y, z (eV/angstrom)
Si -0.8305 11.8246 38.5459 -0.1294 0.147 0.7083
Si 1.611 -1.5348 38.4243 0.0733 0.0437 0.7375
Si 1.0633 4.5106 0.0491 0.1773 -0.3492 0.7938
Si 3.8758 6.9195 0.3509 0.0777 -0.0101 0.6687
Si -0.7555 6.2559 38.434 -0.257 0.3159 0.6934
Si 1.4409 9.623 38.5108 0.1617 -0.18 0.7045
Si 4.7663 11.8786 38.4728 -0.3303 0.2477 0.7514
Si 6.9766 -1.1227 38.5462 0.2205 -0.3185 0.6254
Si 7.0452 3.8338 0.1343 -0.2516 0.2114 0.7617
Si 9.1943 7.0433 0.1436 0.1355 -0.0758 0.7148
Si 6.983 9.2594 0.0919 -0.1244 0.162 0.6739
Si 9.3022 12.3698 0.1102 0.1681 -0.1406 0.7277
Si 12.4999 14.6603 0.0726 -0.2486 0.2347 0.695
Si 14.6608 1.6984 0.0647 0.0234 -0.2231 0.7085
Si 12.5691 4.0106 0.0741 -0.2044 0.0971 0.6854
Si 14.8192 7.1796 0.2001 0.1882 -0.3467 0.7387
Si 12.4289 9.2586 0.1719 -0.1925 0.2725 0.6702
Si 14.7985 12.442 0.0317 0.1936 -0.3264 0.6699
Si 17.6877 14.7521 0.1138 -0.0893 0.2485 0.6504
Si 18.2861 -1.9464 38.5233 -0.2103 0.2665 0.7323
Si 17.5096 4.0208 0.0989 0.0199 0.1971 0.7852
Si 20.2149 6.9807 0.0874 0.1437 -0.2673 0.6829
Si 17.9576 9.1689 0.1336 -0.0498 0.2682 0.7395
Si 17.6237 9.8123 38.5347 0.2176 -0.3281 0.7263
Si 22.9818 15.0658 0.0374 0.192 -0.1472 0.8076
Si 23.1708 -1.2812 38.5271 0.1975 -0.1396 0.7409
Si 23.4532 3.8182 0.0396 -0.2046 0.0729 0.707
Si 25.6579 6.9214 0.129 0.2136 -0.1495 0.7297
Si 23.3434 9.0604 0.026 -0.1111 0.2798 0.7181
Si 26.0349 11.8932 0.11 -0.1061 0.1795 0.8014
Si 28.7418 14.6444 0.169 -0.0499 0.155 0.6951
Si 30.9849 1.7072 0.0956 0.2149 -0.2253 0.7069
Si 28.7677 3.9862 0.0684 -0.3222 0.1593 0.6993
Si 31.3937 6.6372 0.0708 -0.147 0.2827 0.7028
Si 28.2383 9.7249 0.2366 0.1764 0.0031 0.7365
Si 31.0896 12.6087 0.12 0.0391 -0.1908 0.683
Si 2.776 -0.0349 1.2701 -0.0227 -0.001 -0.0759
Si 5.3779 2.6912 1.3025 0.0102 -0.0186 -0.0554
Si 2.5914 5.4562 1.5619 -0.0133 -0.0156 -0.0382
Si 5.4571 8.1664 1.4875 -0.0024 -0.0066 -0.027
Si 2.7167 10.8554 1.1892 0.0006 -0.0174 -0.0322
Si 5.4981 13.6721 1.2083 0.0172 0.002 -0.0223
Si 8.3059 0.0308 1.232 -0.0069 0.0158 -0.0306
Si 10.9498 2.8504 1.3641 0.0112 0.0049 -0.0452
Si 8.1169 5.4484 1.453 0.0061 -0.0077 -0.0255
Si 10.8101 8.1609 1.4357 -0.0132 -0.0091 -0.0592
Si 8.1293 10.8354 1.4136 0.0084 -0.0041 -0.067
Si 10.8947 13.5538 1.3658 -0.0064 0.0061 -0.0714
Si 13.5681 0.0267 1.3284 0.0089 0.0039 -0.0417
Si 16.1654 2.7752 1.4977 -0.0171 -0.0326 -0.043
Si 13.7096 5.4958 1.4352 0.0193 0.0192 -0.0487
Si 16.4019 8.1775 1.5572 -0.0019 0.0073 -0.0596
Si 13.6401 10.868 1.3602 0.0168 0.0128 -0.0574
Si 16.285 13.534 1.4763 -0.007 0.0159 -0.0257
Si 19.0031 0.0007 1.2799 -0.0049 0.0142 -0.0267
Si 21.8143 2.612 1.2568 -0.0371 0.0394 -0.0541
Si 19.0182 5.3689 1.3273 0.0076 -0.0171 -0.0768
Si 21.7692 8.0773 1.4404 -0.0144 0.0018 -0.0459
Si 19.0839 10.9074 1.2482 -0.0026 0.0188 -0.062
Si 21.7243 13.6056 1.3632 0.0031 0.0112 -0.0741
Si 24.5183 -0.0164 1.3096 -0.0232 0.0272 -0.0601
Si 27.1936 2.7304 1.3057 -0.0005 0.013 -0.0535
Si 24.5088 5.3711 1.442 -0.001 -0.0082 -0.0466
Si 27.1242 8.1398 1.5094 -0.0198 0.0008 -0.0612
Si 24.3972 10.7636 1.3292 0.0137 -0.0167 -0.0572
Si 27.1893 13.4749 1.4425 0.0009 -0.0084 -0.0365
Si 29.8877 0.025 1.3563 0.0086 0.01 -0.0451
Si 0.04 2.7689 1.29 0.0193 0.0489 -0.04
Si 29.874 5.5093 1.4363 0.0223 -0.012 -0.0392
Si 0.0178 8.1933 1.2881 0.0095 0.0134 -0.0707
Si 29.9207 10.9348 1.35 0.0196 0.0069 -0.0804
Si 0.0301 13.6908 1.4107 0.0346 -0.0098 -0.0415
Si 1.3952 1.3595 2.619 -0.0186 -0.0038 0.0098
Si 4.0565 4.0453 2.7281 0.0157 0.0019 0.0037
Si 1.262 6.8721 2.8248 -0.0111 0.0091 0.0301
Si 4.0577 9.5917 2.7064 -0.0181 0.0232 0.0128
Si 1.3624 12.1902 2.6427 0.0176 -0.0084 0.0196
Si 4.1444 14.9661 2.6538 0.0217 0.0049 0.0267
Si 6.8186 1.3213 2.6178 0.001 -0.0086 0.0043
Si 9.5581 4.135 2.7601 0.0147 0.0155 0.0283
Si 6.7741 6.7808 2.8265 -0.0221 -0.0132 0.0328
Si 9.5141 9.5433 2.8006 0.0146 0.0207 0.0148
Si 6.756 12.2684 2.669 -0.0403 -0.0169 0.0109
Si 9.5709 14.9899 2.6887 0.0052 0.0083 0.0281
Si 12.2193 1.38 2.7166 -0.0178 -0.0055 0.0005
Si 14.9341 4.1439 2.8877 0.0087 0.0303 0.0341
Si 12.2245 6.7938 2.7452 -0.0061 -0.0121 0.0205
Si 14.994 9.5704 2.7975 -0.008 0.0242 0.0319
Si 12.2653 12.2159 2.731 -0.013 -0.0235 0.0296
Si 14.9437 15.0027 2.7302 0.0047 -0.0012 0.0094
Si 17.6708 1.3778 2.6714 -0.0007 -0.0251 0.0265
Si 20.4274 3.9962 2.6313 0.0212 -0.0032 0.0073
Si 17.7211 6.7097 2.7973 0.0028 -0.0051 0.006
Si 20.4294 9.5593 2.6923 -0.0299 0.0024 0.0135
Si 17.7008 12.1636 2.7357 0.0133 -0.0199 -0.0077
Si 20.3534 14.9772 2.7169 0.0099 0.0057 0.0331
Si 23.1505 1.3227 2.7099 0.0256 -0.0237 0.0374
Si 25.8995 4.0569 2.7666 0.0117 -0.0155 0.0194
Si 23.1029 6.7027 2.7852 0.0037 -0.007 0.0123
Si 25.7352 9.4841 2.8126 -0.0064 0.0195 0.0524
Si 23.0722 12.1855 2.6711 0.0287 0.0034 0.0078
Si 25.8422 14.9327 2.6893 0.0071 0.002 0.0132
Si 28.5046 1.3472 2.7101 -0.0064 -0.0015 0.0326
Si 31.2814 4.0936 2.7174 -0.0009 -0.011 0.045
Si 28.5414 6.8261 2.81 0.0045 0.0059 0.0044
Si 31.3003 9.5528 2.6579 -0.0122 -0.0028 0.0303
Si 28.5699 12.1923 2.815 -0.0044 -0.0106 0.0344
Si 31.3002 15.0496 2.7418 -0.0345 -0.0114 -0.0051
Si 0.0375 0.0577 4.0646 0.0093 0.0149 0.0221
Si 2.7135 2.6834 4.0643 -0.0183 0.0003 0.0118
Si -0.0529 5.4486 4.134 0.0022 -0.0102 -0.0019
Si 2.7098 8.2153 4.0908 -0.004 -0.0001 -0.001
Si 0.0052 10.8867 4.0574 0.0005 -0.0053 -0.0071
Si 2.7485 13.5801 3.9877 -0.004 0.0073 -0.0063
Si 5.478 -0.0046 4.043 0.0013 0.005 -0.0174
Si 8.1552 2.7096 4.0214 -0.0145 0.0087 -0.0157
Si 5.3987 5.4098 4.1159 -0.0065 0.0091 0.0069
Si 8.1577 8.1604 4.134 0.0077 -0.0008 -0.0051
Si 5.4164 10.9321 4.0758 0.0098 -0.0047 -0.0006
Si 8.162 13.6196 4.0175 0.0063 -0.0072 -0.0085
Si 10.8837 0.0177 4.0915 0.0151 -0.0018 -0.0014
Si 13.5639 2.7176 4.1296 -0.0062 -0.014 0.0003
Si 10.897 5.4584 4.1465 0.0034 -0.0072 0.008
Si 13.5989 8.172 4.0914 0.0074 -0.0165 -0.0195
Si 10.8986 10.8943 4.1217 0.007 -0.0014 -0.0049
Si 13.5951 13.6206 4.082 -0.0037 0.005 -0.0105
Si 16.3401 0.0108 4.0697 -0.0112 0.0135 0.0032
Si 19.0487 2.7031 4.0452 0.0035 0.0174 0.0023
Si 16.3495 5.4419 4.2011 0.0041 -0.0128 0.011
Si 19.0719 8.1604 4.0673 0.0084 0.0182 -0.0324
Si 16.3476 10.8849 4.1576 0.0057 0.0209 0.0211
Si 19.0332 13.581 4.0744 0.0062 -0.0194 0.0043
Si 21.7579 -0.0124 4.0698 -0.0299 0.0179 -0.0137
Si 24.4986 2.6887 4.0839 -0.0096 0.0036 -0.0186
Si 21.7293 5.3478 4.0844 -0.021 -0.0093 0.0159
Si 24.4254 8.0999 4.1521 0.0071 0.0067 0.0005
Si 21.7565 10.8723 4.1027 -0.0075 -0.0146 0.0119
Si 24.4515 13.5719 4.0246 -0.0116 -0.0061 -0.0037
Si 27.1775 -0.0261 4.0787 -0.0018 0.0316 0.0044
Si 29.9068 2.712 4.0544 0.0046 0.0073 -0.0125
Si 27.2141 5.4281 4.1431 -0.0108 -0.0185 -0.0042
Si 29.9463 8.1993 4.0781 0.0265 0.0068 -0.001
Si 27.1655 10.8428 4.1292 0.0047 -0.0164 -0.0205
Si 29.9385 13.6295 4.0831 -0.001 -0.0096 -0.0187
Si 1.3799 -1.3763 21.7097 0.0008 -0.0002 -0.0077
Si 4.098 1.3561 21.7182 0.0036 0.0139 -0.0028
Si 1.36 4.064 21.7054 0.0077 0.0095 -0.0043
Si 4.0958 6.7947 21.7759 -0.0051 0.0059 -0.0022
Si 1.3789 9.4979 21.7487 -0.016 0.0035 -0.002
Si 4.1139 12.2416 21.7695 0.0048 0.0115 0.0036
Si 6.8143 -1.3512 21.7349 -0.0116 -0.0032 -0.0012
Si 9.507 1.3738 21.7745 -0.0061 -0.0054 0.0002
Si 6.7787 4.0913 21.784 -0.0081 0.0015 -0.0017
Si 9.5089 6.7794 21.7566 0.0112 -0.0087 -0.0051
Si 6.8109 9.5141 21.7567 0.0103 -0.0111 -0.0026
Si 9.5232 12.2443 21.7414 -0.0084 -0.0035 0.0039
Si 12.2351 -1.3344 21.7466 0.0005 0.0032 0.0043
Si 14.9701 1.414 21.7496 0.0031 0.0062 -0.008
Si 12.2262 4.0875 21.7443 0.0028 -0.0088 -0.0034
Si 14.9062 6.8228 21.7459 0.014 0.005 -0.0037
Si 12.2267 9.5091 21.7623 -0.0058 -0.0109 0.0037
Si 14.9744 12.2545 21.7535 -0.0023 0.0164 -0.007
Si 17.696 -1.3484 21.7847 -0.0102 0.0054 -0.0088
Si 20.413 1.372 21.8043 -0.0003 0.0175 -0.0036
Si 17.661 4.0513 21.7651 -0.0008 0.0002 -0.0059
Si 20.3952 6.8147 21.7745 0.013 0.0083 0.0021
Si 17.6658 9.553 21.8075 0.0155 0.0075 0.0024
Si 20.3546 12.2843 21.8233 0.0094 0.0125 -0.0033
Si 23.0899 -1.3643 21.8341 -0.0117 -0.0075 -0.0003
Si 25.8709 1.3383 21.7492 0.0047 -0.0164 -0.0015
Si 23.1177 4.0916 21.7573 -0.0077 0.0031 -0.0134
Si 25.827 6.809 21.7375 0.008 -0.0129 -0.0086
Si 23.1202 9.5372 21.781 0.0034 0.0015 -0.0059
Si 25.8272 12.2275 21.8032 0.0015 -0.0111 0.0037
Si 28.5216 -1.4242 21.7122 -0.0024 -0.0177 -0.0132
Si -1.351 1.3375 21.7222 0.0108 0.0017 -0.0072
Si 28.5712 4.0596 21.7408 -0.0039 -0.0009 -0.0077
Si -1.3438 6.7772 21.7325 0.0018 -0.0034 -0.0069
Si 28.5501 9.5117 21.7228 -0.0105 -0.0077 -0.0112
Si -1.3573 12.2 21.6805 -0.0134 0.008 -0.0114
Si 2.717 0.0191 23.0568 -0.0116 -0.0022 -0.0199
Si 5.4341 2.6896 23.1237 -0.0079 0.0165 0.0103
Si 2.6936 5.4196 23.0778 -0.0048 -0.0077 0.0131
Si 5.4721 8.1575 23.1443 0.0017 -0.0107 -0.0127
Si 2.775 10.8335 23.1053 0.0123 0.0025 0.0001
Si 5.4788 13.6298 23.1193 0.0121 -0.0088 0.0124
Si 8.1511 -0.006 23.1271 -0.0062 0.0195 0.0012
Si 10.8431 2.7731 23.1175 -0.0045 0.006 0.02
Si 8.1207 5.474 23.1496 -0.0083 0.0083 -0.0027
Si 10.8885 8.1034 23.1148 -0.0106 0.0208 0.0022
Si 8.1945 10.8574 23.1018 0.0063 -0.0114 0.0211
Si 10.861 13.6293 23.0951 -0.0023 0.0195 -0.0061
Si 13.5776 0.0835 23.0638 -0.0089 0.0002 0.0006
Si 16.3131 2.7258 23.1903 -0.0119 -0.0045 0.0051
Si 13.6027 5.4123 23.1109 -0.0031 0.0078 -0.001
Si 16.2329 8.2043 23.1018 -0.0062 -0.0105 0.0037
Si 13.5999 10.8937 23.0846 0.0168 -0.0028 0.0061
Si 16.3397 13.5975 23.1305 0.008 -0.0123 0.0223
Si 19.0349 0.0252 23.1614 0.0009 -0.0161 0.0012
Si 21.7947 2.7384 23.1505 0.0067 0.0108 0.0083
Si 19.0246 5.4172 23.0803 0.002 -0.0071 0.0006
Si 21.7549 8.1893 23.1334 -0.0121 -0.0127 -0.0182
Si 18.9715 10.9595 23.2068 -0.0269 0.0031 -0.0001
Si 21.6858 13.6341 23.2296 -0.0026 0.005 0.0156
Si 24.5279 -0.0118 23.1269 -0.0001 0.0014 -0.0047
Si 27.2454 2.68 23.1118 0.0269 0.004 0.0333
Si 24.4639 5.4674 23.103 0.0062 0.0092 0.0037
Si 27.1941 8.16 23.083 -0.0044 0.0296 0.0166
Si 24.4778 10.8666 23.1799 -0.0019 -0.0092 0.0163
Si 27.1975 13.5746 23.1706 0.0165 0.0066 -0.0006
Si 29.9009 -0.0678 22.9999 0.0019 -0.0002 0.0016
Si 0.0255 2.6988 23.075 -0.0118 -0.0169 -0.0022
Si 29.9666 5.3872 23.0892 0.0113 0.0053 -0.0023
Si -0.027 8.1715 23.0967 -0.0023 -0.0027 0.0025
Si 29.8935 10.896 23.0566 0.0224 0.0078 -0.0118
Si 0.0614 13.4986 23.0081 0.013 0.0103 -0.0067
Si 1.3656 1.3457 24.4522 0.0309 0.0049 -0.0002
Si 4.0104 4.0231 24.4411 -0.03 -0.0054 -0.0271
Si 1.3337 6.7944 24.4218 0.0167 -0.025 -0.0363
Si 4.1595 9.5307 24.5145 -0.0028 0.0211 -0.007
Si 1.4001 12.1656 24.437 -0.0377 0.0005 -0.0297
Si 4.0645 -1.3059 24.4198 0.0147 0.0021 -0.0287
Si 6.7921 1.3296 24.5106 -0.0082 -0.0091 -0.0187
Si 9.4452 4.0992 24.4999 0.0026 -0.0132 -0.0214
Si 6.8022 6.8362 24.572 0.033 0.0003 -0.0004
Si 9.5219 9.4429 24.4665 -0.0211 -0.0007 -0.0154
Si 6.9001 12.2787 24.4481 0.0103 0.0054 -0.0239
Si 9.5405 -1.3267 24.495 -0.0068 -0.0191 -0.0018
Si 12.2303 1.4398 24.4509 0.0199 -0.0019 -0.0481
Si 14.9304 4.0885 24.5424 0.0102 0.0112 -0.0178
Si 12.2389 6.7219 24.4783 -0.0256 -0.0041 0.0006
Si 14.9147 9.5842 24.5246 0.0287 0.0026 -0.018
Si 12.2347 12.2605 24.4021 -0.0081 -0.0268 -0.0129
Si 14.9922 -1.2565 24.3485 -0.0045 0.029 -0.0254
Si 17.7047 1.3764 24.5536 0.0134 0.0175 -0.0042
Si 20.4198 4.1288 24.4791 -0.0103 0.0044 -0.0534
Si 17.5437 6.7251 24.3432 -0.037 -0.0308 -0.0312
Si 20.3777 9.5659 24.4639 0.0166 0.0169 -0.0056
Si 17.5716 12.2659 24.6645 -0.0094 -0.0061 -0.0014
Si 20.2925 -1.3092 24.6237 0.0466 -0.0208 -0.0042
Si 23.2134 1.3735 24.4763 -0.0155 0.025 -0.026
Si 25.8501 4.0847 24.3981 0.0003 -0.0099 -0.0294
Si 23.1356 6.8505 24.4962 0.0146 -0.011 -0.0014
Si 25.8623 9.4725 24.5289 -0.01 0.0104 -0.052
Si 23.0967 12.2506 24.5227 -0.0069 -0.0127 -0.0276
Si 25.8761 -1.341 24.538 -0.0022 -0.0033 -0.0082
Si 28.6369 1.2717 24.444 -0.0011 -0.0095 -0.0232
Si -1.3303 3.9979 24.4685 -0.026 0.0066 -0.0296
Si 28.6103 6.8038 24.3673 0.0133 0.0149 -0.0186
Si -1.3962 9.5847 24.422 0.0112 0.0027 -0.0368
Si 28.542 12.1596 24.5112 -0.0298 -0.0144 -0.006
Si -1.3762 -1.4952 24.2468 -0.0234 -0.002 -0.0259
Si -0.0082 -0.1865 25.5597 -0.0081 -0.0101 0.0357
Si 2.6493 2.7075 25.9044 0.0066 -0.0091 0.0551
Si -0.0594 5.4431 25.7941 -0.017 0.0089 0.0175
Si 2.7535 8.1285 25.7719 -0.0175 -0.0144 0.0636
Si 0.0088 10.851 25.8267 -0.0011 -0.0081 0.0426
Si 2.787 13.5581 25.7248 0.02 0.0066 0.0376
Si 5.374 0.009 25.8666 0.0035 0.0069 0.0381
Si 8.1407 2.6966 25.8889 0.0148 -0.0056 0.0439
Si 5.385 5.3856 25.7696 -0.0324 -0.0147 0.0667
Si 8.1675 8.1891 26.0001 0.0262 0.0201 0.0735
Si 5.5642 10.9339 25.8291 0.0079 -0.0044 0.0863
Si 8.2981 13.5757 25.8837 -0.0102 -0.0261 0.0375
Si 10.8522 0.1181 25.808 -0.0041 0.0255 0.0429
Si 13.5374 2.7769 25.8961 -0.0151 -0.0085 0.074
Si 10.8116 5.4343 25.8618 0.0063 -0.0017 0.0573
Si 13.6302 8.0856 25.7871 0.021 -0.0173 0.0475
Si 10.9843 10.7836 25.7231 -0.0104 -0.0202 0.033
Si 13.5469 13.7702 25.606 0.0334 0.0063 0.0231
Si 16.2911 0.0161 25.8556 0.0139 -0.0197 0.0569
Si 19.0968 2.7523 25.8713 0.0181 -0.0053 0.0883
Si 16.2954 5.4227 25.9075 0.0137 0.0193 0.0847
Si 18.8403 8.1876 25.5468 -0.0344 0.0424 0.0203
Si 16.0945 10.9664 26.0815 -0.003 0.0357 0.06
Si 18.8604 13.6854 26.0739 -0.0336 0.0211 0.024
Si 21.8259 0.0614 25.8312 -0.0063 -0.0096 0.0524
Si 24.5454 2.7761 25.8484 -0.0103 0.0083 0.0403
Si 21.7465 5.5544 25.8461 0.011 -0.02 0.0379
Si 24.5342 8.0879 25.9306 0.0159 -0.0106 0.0426
Si 21.7446 10.8533 25.9014 0.0232 -0.0359 0.0721
Si 24.4969 13.6298 25.8744 -0.0112 -0.023 0.0584
Si 27.2581 0.0117 25.8964 0.002 0.0162 0.074
Si 30.1018 2.5014 25.8353 0.0282 -0.039 0.0704
Si 27.3119 5.3825 25.6675 0.0141 -0.0142 0.043
Si 29.8427 8.2545 25.7429 -0.044 0.0109 0.0485
Si 27.2043 10.8197 25.9473 0.001 0.0018 0.0672
Si 29.9948 13.5179 25.7232 0.0182 0.0042 0.0505
Si 1.1131 -1.7074 26.9093 0.1839 0.0822 -0.755
Si 4.2465 1.6028 27.2596 -0.1884 -0.2066 -0.7227
Si 1.4877 4.3629 27.1589 -0.1287 -0.2302 -0.6542
Si 3.8001 6.495 27.0674 0.1246 0.1212 -0.7507
Si 1.1356 9.1984 27.0501 0.232 0.3006 -0.6791
Si 4.3982 12.5339 27.0591 -0.0861 -0.1713 -0.717
Si 6.6153 -1.5894 27.0476 0.1321 0.1067 -0.7612
Si 9.75 1.611 27.2415 -0.2005 -0.1077 -0.7217
Si 6.4931 3.8213 27.0985 0.1399 0.1117 -0.7151
Si 9.8015 7.0296 27.2687 -0.3171 -0.1704 -0.6959
Si 7.1904 9.9766 27.2364 -0.0573 -0.2237 -0.7196
Si 9.614 11.9827 27.1239 -0.0084 0.2045 -0.5924
Si 12.4906 -0.9882 26.9941 -0.215 -0.1333 -0.7876
Si 14.7314 1.179 27.1217 0.1215 0.2912 -0.7287
Si 11.9122 3.8874 27.2132 0.1796 0.0732 -0.7273
Si 15.1546 7.0202 27.2195 -0.1309 -0.2527 -0.7026
Si 12.0971 9.2108 27.0914 0.1324 0.2054 -0.6877
Si 14.7545 12.6932 27.2374 -0.0269 -0.3048 -0.5756
Si 17.1303 -1.53 27.4301 0.3634 0.0198 -0.6297
Si 20.7924 1.7054 27.1142 -0.1794 -0.1613 -0.7445
Si 17.9953 4.3671 27.1574 -0.2594 -0.2197 -0.7343
Si 20.0297 6.7684 26.9209 0.2342 0.0665 -0.6941
Si 17.3672 9.2316 27.0636 -0.0406 0.208 -0.6902
Si 20.6062 12.5201 27.1301 -0.2827 -0.3032 -0.6558
Si 22.9076 -1.5394 27.1709 0.3462 0.3161 -0.6249
Si 26.2035 1.7297 27.1758 -0.1598 -0.2365 -0.739
Si 22.9606 3.9861 27.1138 0.1624 0.1627 -0.753
Si 26.1593 6.7837 27.1251 -0.2651 -0.0152 -0.6912
Si 23.423 9.7563 27.1935 -0.1624 -0.1252 -0.755
Si 25.6115 12.0338 27.1742 0.1998 0.1515 -0.764
Si 28.8936 -1.2545 27.043 -0.2354 0.0043 -0.6822
Si -1.3933 0.7868 27.138 0.0981 0.3429 -0.6763
Si 28.521 3.7983 26.9046 0.0308 0.0772 -0.6757
Si -1.2421 7.097 26.9702 -0.1477 -0.3067 -0.6966
Si 28.2558 9.1561 27.2846 0.2117 0.2816 -0.7152
Si -1.1271 12.4204 27.1582 -0.1965 -0.258 -0.6474
Si 28.7057 9.6205 30.4098 -0.0581 -0.1055 -0.1105
Si 2.9264 1.4658 30.121 0.0051 0.033 -0.1625
Si -1.5516 6.5192 35.3093 0.1738 0.0359 0.0937
Si 27.6425 5.6949 36.7064 -0.0096 -0.0781 0.0421
Si 6.721 9.0118 30.0733 -0.006 0.0267 -0.112
Si 27.8535 2.3381 33.0368 -0.0009 -0.0006 0.1355
Si 10.4346 12.2286 35.7524 0.1499 0.012 0.16
Si 9.6892 -1.6672 33.9592 0.0975 0.1518 0.0918
Si 12.5063 9.5652 30.0844 0.0515 0.0054 -0.0345
Si 7.2665 8.2777 35.822 -0.1191 -0.0495 0.0838
Si 17.5164 7.3275 30.984 -0.0391 0.026 -0.0398
Si 13.3844 13.2821 36.4696 -0.1011 -0.0921 0.0788
Si 3.4978 13.4132 36.1791 0.012 0.0903 0.0604
Si 19.4907 8.7844 29.1024 -0.1132 -0.052 -0.2473
Si 1.2993 12.6179 34.3179 -0.0718 0.1207 0.0138
Si 13.7737 3.0473 36.4066 0.0672 0.0253 0.0821
Si 12.3276 1.6709 34.119 0.0517 0.0768 -0.0967
Si 12.6277 8.6442 35.6242 -0.0538 0.1547 0.1955
Si 20.777 4.1141 31.1422 0.0284 -0.108 -0.0581
Si 24.4413 11.526 34.6447 0.0169 -0.0607 -0.011
Si 17.8191 0.9243 34.3531 0.0804 0.0516 0.1715
Si 8.3161 2.5275 36.5137 0.0643 0.0328 0.1067
Si 23.5896 10.191 32.1896 0.023 0.1062 0.0027
Si 20.9688 9.6919 33.766 -0.0727 0.0877 0.0141
Si 27.8302 -2.0064 36.0305 0.0117 -0.0047 0.0569
Si 6.7349 4.6766 30.0137 -0.0466 -0.0832 -0.1327
Si 24.6664 5.2903 29.434 0.052 -0.0437 -0.1399
Si -1.6173 3.6784 30.984 -0.0555 -0.0852 0.0405
Si 22.7586 6.5954 31.2038 -0.1462 -0.1205 0.0005
Si 5.5707 13.5266 31.7223 0.0165 -0.0062 0.0565
Si 24.6595 -0.4055 32.1842 0.1276 0.006 -0.0789
Si 11.22 10.3388 33.7412 -0.041 0.0014 -0.0792
Si 27.2414 -0.4753 33.495 -0.0298 0.0488 -0.0334
Si 5.2344 10.6961 31.8731 0.035 0.0514 -0.078
Si 22.0961 9.3407 29.9677 0.1345 -0.0091 -0.0562
Si 5.0887 8.7187 34.1353 0.0292 -0.1551 0.0466
Si 28.3285 6.8449 31.2894 0.0752 0.0622 0.0905
Si 0.5663 -0.1407 29.2802 -0.1377 0.0367 -0.1546
Si 1.7513 6.7408 31.1871 -0.0184 -0.013 -0.0341
Si 29.884 5.589 29.1178 0.0248 0.0801 -0.0518
Si 0.7355 9.2248 29.8861 0.0156 0.0446 -0.0585
Si 2.7782 2.235 36.6592 -0.1127 -0.0148 0.1233
Si 3.5354 4.0877 34.2296 -0.0111 0.1607 -0.0874
Si 16.6246 2.8658 32.1964 -0.1263 0.0857 -0.0232
Si 13.7461 5.2376 29.3646 0.0006 0.1029 -0.1404
Si 8.8015 6.8878 30.1816 0.0347 0.0077 -0.2133
Si 11.0186 7.8162 31.9451 0.0822 0.2148 -0.0758
Si 18.397 -0.8424 30.1628 -0.0634 0.0635 0.016
Si 7.2098 1.8624 31.4757 0.0482 0.0801 -0.1582
Si 8.2042 -0.132 29.3826 0.1076 0.0676 -0.0621
Si 8.8324 4.6388 34.2095 -0.1513 0.054 0.097
Si 15.0133 8.8007 31.6977 -0.1209 0.0518 -0.1702
Si 12.0911 13.1173 28.8576 0.0496 -0.1314 -0.1892
Si 4.6474 6.7669 29.9923 -0.0409 -0.0738 -0.1414
Si 23.4808 1.8399 33.7198 0.0953 0.1791 0.0228
Si 14.787 2.5028 29.8055 -0.036 -0.0366 -0.024
Si 11.0696 12.0178 31.25 -0.0172 -0.0078 0.0409
Si 16.2712 10.9919 33.4654 0.0817 0.1032 0.0705
Si 17.2714 9.4415 35.6863 0.043 0.0754 0.1376
Si 12.4281 1.6988 31.39 0.1028 0.002 0.0895
Si -1.4967 11.1416 30.0031 0.1484 -0.0264 -0.0816
Si 25.7492 5.2056 34.6656 -0.075 -0.0388 0.0179
Si 14.8956 13.7193 33.733 0.0057 -0.0006 0.0085
Si 26.2675 8.7458 31.7962 0.0892 0.0615 -0.0999
Si 24.8316 2.6874 36.3285 -0.0398 0.043 0.1526
Si 20.5062 5.9787 35.6099 0.1068 -0.0543 0.1413
Si 26.3752 0.4202 29.8345 0.0892 0.0187 0.0452
Si 0.3128 0.4367 36.4374 0.0784 -0.0433 0.1275
Si 25.4523 3.7192 32.0385 -0.0911 -0.0193 0.066
Si -1.4793 -1.1118 31.1626 0.0651 -0.0153 0.0567
Si 26.8615 9.6728 34.5687 -0.0156 0.0797 0.1246
Si 1.3758 6.3377 34.1392 0.0576 -0.0326 0.0397
Si 28.6619 13.8637 31.7456 -0.0801 0.143 0.0131
Si 5.0159 -0.9139 34.1915 -0.0634 -0.0937 0.0678
Si 29.4666 4.7565 33.4301 0.0358 0.016 -0.136
Si 29.0556 8.2499 36.2277 0.0864 0.0622 -0.131
Si 27.126 13.8048 29.2384 0.0204 0.0261 -0.1361
Si 28.7136 12.0172 34.3271 0.0266 0.088 0.0975
Si -1.3435 12.4527 35.5696 0.1003 0.1038 0.0639
Si 7.7064 -0.3526 35.7315 0.0519 -0.087 0.1138
Si 4.4767 1.572 32.7416 -0.1298 0.0766 0.0618
Si 13.3549 6.2223 32.3434 0.0219 -0.0329 -0.1375
Si -0.4993 -1.3651 34.1782 0.0019 -0.1666 -0.0084
Si 1.1324 3.8233 30.152 -0.0202 -0.0173 -0.0943
Si 8.5883 13.9217 31.2716 0.0385 -0.0575 -0.061
Si 12.5619 -0.8478 32.926 0.0881 0.1251 -0.0045
Si 9.8347 7.1125 35.7388 -0.0039 -0.0577 0.1788
Si 2.9688 7.9514 36.3114 0.0216 -0.0124 0.1394
Si 1.0694 11.6334 31.368 -0.0847 0.0349 -0.0393
Si 9.9673 2.5134 32.5716 0.1388 0.0474 0.0076
Si 6.0606 6.029 34.4222 0.0664 0.008 0.0335
Si 15.1403 7.1759 35.8522 0.0823 -0.0908 0.0759
Si 17.0071 -0.032 36.9105 -0.0575 -0.0972 -0.1001
Si 25.052 13.5879 36.564 -0.0506 0.0105 0.0841
Si 15.1523 4.7299 34.224 -0.0241 0.0156 0.1083
Si 20.327 13.0712 29.9892 0.0436 0.0232 0.0485
Si 22.6357 -1.3192 30.2023 -0.116 0.0746 -0.1346
Si 21.3823 3.7695 34.016 -0.0396 0.0068 0.0938
Si 18.9848 2.1571 36.7658 0.0088 0.0643 0.0245
Si 23.1017 6.1528 34.2129 -0.0503 -0.0192 0.0834
Si 18.043 4.5191 30.1032 -0.0378 0.0585 -0.1038
Si 29.2874 1.3235 30.7519 -0.183 0.0103 -0.0115
Si 22.0252 10.5149 36.3594 -0.0288 -0.0217 0.107
Si 18.8793 7.6548 33.6978 0.0346 0.0011 -0.0028
Si 17.8008 -1.6617 33.049 -0.0194 -0.0392 -0.0858
Si 3.5733 12.2318 29.9952 0.0832 0.0261 0.0279
Si 19.0583 11.9507 32.6345 -0.001 -0.0223 0.055
Si 20.58 1.0768 30.1282 0.0593 0.1049 -0.0128
Si 1.3906 14.9554 5.3735 -0.003 -0.0268 -0.0022
Si 4.0952 1.3388 5.4119 0.0172 0.014 0.0023
Si 1.3571 4.0716 5.4258 0.0008 0.0038 -0.0007
Si 4.0537 6.8135 5.4389 -0.0142 0.0041 0.0026
Si 1.3501 9.5481 5.4536 -0.0051 0.002 0.0045
Si 4.0673 12.2702 5.4379 -0.0124 0.0085 -0.0056
Si 6.8157 14.9592 5.4168 0.0059 -0.0164 -0.0028
Si 9.5014 1.3704 5.4272 -0.006 -0.0021 -0.0023
Si 6.8007 4.054 5.4262 0.015 -0.0045 -0.0051
Si 9.5248 6.813 5.4858 0.0087 0.0137 0.0073
Si 6.7784 9.5471 5.4336 -0.0066 0.001 0.0008
Si 9.5117 12.2709 5.423 -0.01 0.015 0.0046
Si 12.2392 14.9701 5.4477 0.0079 0.0084 0.0103
Si 14.9738 1.3626 5.4437 -0.0114 -0.0142 0.0004
Si 12.2261 4.0748 5.4958 0.0046 0.0071 0.0063
Si 14.9574 6.8242 5.4814 -0.0185 0.0124 0.0029
Si 12.2494 9.5227 5.4678 0.0055 0.0004 0.0066
Si 14.9673 12.2721 5.4575 -0.0066 0.0121 0.0001
Si 17.6759 14.9501 5.4333 0.0275 0.006 0.0011
Si 20.4011 1.3499 5.4268 -0.0026 -0.003 0.0004
Si 17.7185 4.047 5.474 0.0186 -0.0083 0.0046
Si 20.4113 6.778 5.432 0.0001 -0.0083 -0.0024
Si 17.7043 9.4918 5.4654 -0.0075 -0.0116 0.0027
Si 20.3968 12.2389 5.4481 -0.0085 0.0013 0.0095
Si 23.1073 14.9286 5.418 0.0147 0.0012 -0.0036
Si 25.8339 1.3295 5.4523 0.0042 -0.0069 0.0068
Si 23.1234 4.0354 5.4465 0.0045 0.0083 0.0089
Si 25.8319 6.7745 5.4849 -0.0059 -0.0002 0.0137
Si 23.0931 9.5017 5.4757 -0.0014 -0.0105 0.0086
Si 25.8146 12.2448 5.436 -0.0085 0.0026 -0.0026
Si 28.5607 14.9628 5.4412 -0.0028 0.0029 -0.0034
Si 31.2849 1.3777 5.4257 -0.006 0.0196 0.0125
Si 28.575 4.0585 5.4647 0.0167 -0.0076 0.0045
Si 31.2489 6.8159 5.4762 -0.0157 0.0006 0.0081
Si 28.5607 9.5106 5.4617 -0.0029 -0.0138 0.0133
Si 31.2936 12.2539 5.4243 -0.0023 -0.0144 0.0073
Si 2.7339 -0.0184 6.7715 0.0056 -0.0085 -0.0096
Si 5.4387 2.7055 6.7881 -0.0036 -0.0016 -0.0006
Si 2.7063 5.4395 6.7934 -0.0001 0.0051 -0.0013
Si 5.4304 8.1695 6.7917 -0.0087 0.0035 -0.008
Si 2.7139 10.9055 6.8023 0.0004 0.0006 0.0067
Si 5.4457 13.6153 6.7874 -0.0003 -0.003 0.0021
Si 8.1594 0.0005 6.791 -0.0014 0.001 0.0002
Si 10.854 2.7141 6.8203 -0.003 0.0065 -0.0023
Si 8.1512 5.4275 6.7998 0.0016 -0.0064 -0.0061
Si 10.888 8.1714 6.8321 0.0027 -0.01 0.0026
Si 8.1561 10.8991 6.7872 0.0017 0.0038 -0.0093
Si 10.8722 13.6142 6.8014 -0.0095 0.0058 -0.0037
Si 13.6106 0.0021 6.8042 0.0007 -0.0039 -0.0035
Si 16.3328 2.7055 6.8192 0.0058 0.0038 -0.0016
Si 13.6052 5.4429 6.8275 0.002 -0.0099 -0.0011
Si 16.3276 8.1659 6.8362 -0.0016 -0.0043 0.001
Si 13.6112 10.8943 6.8105 0.0033 -0.002 -0.0038
Si 16.3227 13.6161 6.8208 -0.011 -0.001 0.0012
Si 19.0429 -0.0102 6.7904 0.0012 -0.004 0.0007
Si 21.7569 2.6947 6.8087 -0.0042 0.0066 -0.003
Si 19.056 5.4355 6.8169 -0.0114 0.0003 -0.0053
Si 21.7477 8.1335 6.824 -0.0059 0.0141 -0.0015
Si 19.0485 10.8719 6.8136 0.0054 -0.0028 0.0015
Si 21.7596 13.5898 6.8071 -0.0069 -0.0035 0
Si 24.4661 -0.0314 6.7951 -0.0052 0.0091 -0.004
Si 27.1996 2.6957 6.8066 -0.001 0.0032 -0.0018
Si 24.4661 5.4094 6.8201 0.0015 -0.0052 -0.0052
Si 27.2036 8.1446 6.8222 0.0127 -0.0081 -0.0056
Si 24.4709 10.8753 6.8071 -0.0031 -0.0039 -0.0077
Si 27.1901 13.5991 6.7935 0.0003 0.0082 -0.0101
Si 29.9286 0.0049 6.7887 0.0038 0 -0.0037
Si -0.003 2.7272 6.7985 -0.0074 0.0065 0.0006
Si 29.9062 5.4393 6.8288 -0.002 0.0016 0.0014
Si -0.0036 8.1714 6.8087 0.0034 -0.0072 -0.0029
Si 29.9241 10.8935 6.7934 0.0003 0.0075 -0.0118
Si 0.0237 13.6128 6.7692 0.002 0.008 -0.0068
Si 1.3653 1.3482 8.1337 -0.0031 0.005 -0.0127
Si 4.0796 4.078 8.1425 0.0027 0.0074 -0.0076
Si 1.3533 6.8002 8.1596 -0.007 -0.0042 0.0014
Si 4.0734 9.5299 8.1519 -0.0073 -0.0022 0.0019
Si 1.3581 12.2575 8.1601 0.0075 0.0022 0.0017
Si 4.0867 14.9636 8.155 -0.0024 -0.0021 0.0039
Si 6.7974 1.3543 8.1549 -0.0029 -0.0001 0.0008
Si 9.5079 4.0818 8.1752 -0.0096 -0.0107 0.0017
Si 6.7924 6.8022 8.1484 0.0058 0.0098 -0.0061
Si 9.5147 9.5396 8.1607 -0.0007 -0.0011 -0.0031
Si 6.7978 12.2505 8.1522 0.0021 0.0048 -0.0011
Si 9.5193 14.9715 8.1624 -0.0038 -0.0052 0.0007
Si 12.2397 1.359 8.1614 0.0041 0.002 -0.0065
Si 14.9736 4.0786 8.1723 -0.0039 0.0027 -0.0026
Si 12.2443 6.8033 8.1834 0.0034 0.0063 -0.0035
Si 14.9678 9.537 8.1793 0.0012 0.0003 -0.0053
Si 12.2363 12.249 8.16 0.003 0.0041 -0.0083
Si 14.9615 14.9686 8.1775 0.0007 0.0078 0.0008
Si 17.6896 1.3428 8.1699 -0.0039 0.0011 -0.0021
Si 20.413 4.0718 8.1717 0.0101 0.0097 -0.0043
Si 17.6842 6.7884 8.1769 -0.0007 -0.0054 0.0021
Si 20.3969 9.5076 8.1781 -0.0132 -0.0142 -0.0038
Si 17.6828 12.239 8.1658 0.0057 0.0008 -0.0041
Si 20.4001 14.9559 8.1608 -0.0002 -0.0003 0.0006
Si 23.1154 1.3341 8.1635 -0.0089 -0.0089 0.0026
Si 25.8372 4.0558 8.1695 -0.0016 -0.0015 -0.0018
Si 23.1187 6.7833 8.1774 0.0067 0.0001 -0.0003
Si 25.8391 9.5178 8.1644 0.01 0.0064 -0.0054
Si 23.1147 12.2307 8.1711 0.0019 0.0013 -0.0062
Si 25.8351 14.9499 8.1634 -0.0036 -0.0002 -0.0032
Si 28.5659 1.3482 8.1643 0.0061 0.0102 -0.0013
Si 31.2835 4.0819 8.1695 0.0048 0.007 -0.0003
Si 28.548 6.7882 8.1893 -0.0125 -0.013 0.0058
Si 31.2743 9.5299 8.1627 -0.0053 -0.0075 -0.0045
Si 28.5554 12.2423 8.1529 0.0036 -0.0057 0.0034
Si 31.2913 14.959 8.1388 -0.0023 -0.0018 -0.0057
Si 0.005 -0.0024 9.5058 -0.0003 -0.0066 -0.0018
Si 2.7197 2.7136 9.5003 0.0039 0.0014 0.0002
Si -0.0002 5.4421 9.5255 -0.0042 0.0013 0.0048
Si 2.7178 8.1638 9.5114 -0.0016 -0.0045 -0.002
Si -0.0023 10.8891 9.5167 -0.0008 0.006 -0.0025
Si 2.7252 13.6065 9.5174 -0.002 -0.0026 0.0028
Si 5.4407 0.001 9.5189 -0.0011 0.0005 0.0039
Si 8.1514 2.7156 9.5225 -0.0001 0.0062 0.0041
Si 5.4351 5.4399 9.5077 -0.0007 -0.0026 0.0019
Si 8.157 8.1641 9.5089 0.0013 -0.0036 -0.001
Si 5.4397 10.8855 9.5106 0.006 -0.0046 -0.003
Si 8.1592 13.6062 9.516 -0.0016 0.0035 0.0025
Si 10.8834 0.0026 9.5247 0.0002 -0.0038 -0.0007
Si 13.6017 2.7207 9.5217 -0.0006 -0.0002 -0.0018
Si 10.8774 5.4407 9.5287 0.0028 0.0013 -0.0006
Si 13.6074 8.1681 9.5319 0.0002 -0.0074 0.0018
Si 10.8802 10.8895 9.5232 -0.0051 0.0012 -0.0038
Si 13.5985 13.6034 9.5253 0.0008 0.0022 0.0016
Si 16.3249 -0.0001 9.5363 -0.003 -0.0061 0.0058
Si 19.0442 2.7144 9.5261 -0.0048 0.0004 0.0023
Si 16.3262 5.435 9.5381 0.0022 -0.0004 0.0044
Si 19.0372 8.1531 9.5371 -0.0051 0.0108 0.0045
Si 16.3267 10.8892 9.5374 -0.0083 0.0006 0.0035
Si 19.042 13.5981 9.5249 0.0034 -0.0008 0.0012
Si 21.755 -0.0105 9.5305 0.0005 0.002 0.0013
Si 24.4741 2.6995 9.5251 0.0038 -0.0005 -0.0032
Si 21.7623 5.4289 9.5398 -0.0031 0.0023 0.0038
Si 24.4798 8.1541 9.5251 -0.002 -0.0044 0.0029
Si 21.7586 10.8706 9.5317 0.001 -0.0049 0.0024
Si 24.4773 13.5917 9.5266 0.0031 -0.002 0.0011
Si 27.1985 -0.0094 9.5208 0.0034 0.0027 -0.0036
Si 29.9203 2.7152 9.5219 -0.003 0.0026 -0.0016
Si 27.1867 5.4238 9.5349 0.0005 0.0068 0.0041
Si 29.9176 8.1618 9.5242 0.001 -0.001 -0.0009
Si 27.2005 10.8794 9.5198 -0.0018 -0.0017 0.0001
Si 29.9237 13.602 9.5049 -0.0002 0.0042 -0.0006
Si 1.3603 14.9621 10.8744 0.006 -0.0013 -0.0001
Si 4.0784 1.3624 10.872 0.0039 -0.0007 -0.0014
Si 1.3634 4.0725 10.8698 -0.006 0.0045 -0.002
Si 4.078 6.8005 10.8686 -0.0018 0.0069 -0.0023
Si 1.358 9.5229 10.8719 0 -0.0053 -0.0009
Si 4.0825 12.2422 10.8746 -0.0062 0.0031 0.0017
Si 6.8013 14.9625 10.8785 -0.0011 -0.0038 0.002
Si 9.5213 1.3627 10.8802 -0.0009 0.0038 0.0006
Si 6.7942 4.0828 10.8738 0.0025 -0.0025 0.0005
Si 9.5179 6.8081 10.8767 -0.0024 0.0037 -0.0004
Si 6.7998 9.5243 10.8704 -0.0045 -0.0041 -0.0023
Si 9.5206 12.2487 10.8793 0.001 0.0059 -0.0006
Si 12.2421 14.9639 10.8855 -0.0009 -0.005 -0.0019
Si 14.9625 1.3646 10.8872 0.0022 0.0014 -0.0017
Si 12.2428 4.0816 10.8831 0.0017 -0.0002 -0.0013
Si 14.9652 6.8034 10.8894 0.0006 0.0041 0.0011
Si 12.2413 9.528 10.8839 0.0007 -0.0015 -0.0017
Si 14.9611 12.2478 10.8891 -0.0036 0.0027 0.0004
Si 17.6838 14.9571 10.8906 -0.0042 -0.0016 0.0002
Si 20.4007 1.3565 10.8905 0.003 -0.0011 -0.0036
Si 17.6867 4.0744 10.8925 -0.0024 -0.0003 -0.0024
Si 20.4005 6.7941 10.8938 -0.0013 0.001 -0.0017
Si 17.6808 9.5199 10.8929 0.0025 -0.0078 0.0005
Si 20.3991 12.2363 10.8868 -0.0055 -0.0001 -0.0023
Si 23.1175 14.9517 10.8871 -0.0042 -0.0003 0.0006
Si 25.8386 1.3483 10.8848 -0.0011 0.0005 -0.0004
Si 23.1215 4.0662 10.8913 0.0036 0.0027 -0.0001
Si 25.8322 6.792 10.8897 0.0022 -0.0055 0.0027
Si 23.1194 9.5119 10.8888 0.0055 0.0018 0.0001
Si 25.8386 12.2333 10.884 0.0014 -0.0005 0.0015
Si 28.5617 14.952 10.8756 0.0033 -0.0003 -0.0007
Si 31.2832 1.3517 10.8732 0.0005 0.0058 -0.0025
Si 28.557 4.0694 10.8853 -0.0028 -0.0022 0.0012
Si 31.2775 6.8005 10.8818 0.0021 -0.0019 0.0023
Si 28.5551 9.5178 10.883 0.0007 -0.002 0.0007
Si 31.2748 12.2423 10.876 -0.0057 -0.0034 -0.0016
Si 2.7219 -0.0003 12.2329 -0.0051 0.0042 -0.0005
Si 5.4383 2.7214 12.2332 -0.0057 0.0061 0.0005
Si 2.7212 5.4368 12.2282 0.0037 -0.0038 -0.0007
Si 5.4401 8.1609 12.2264 -0.0004 -0.0063 -0.0023
Si 2.7212 10.88 12.2309 0.0033 -0.0022 -0.0032
Si 5.4433 13.5998 12.236 0.0024 -0.0015 -0.0014
Si 8.1631 0.0012 12.238 0.0004 -0.0041 -0.0009
Si 10.8824 2.7218 12.24 -0.0003 -0.0024 0.0003
Si 8.1592 5.4426 12.2307 -0.0032 0.0002 -0.0011
Si 10.8804 8.1653 12.2388 -0.0008 -0.0029 -0.0006
Si 8.1618 10.8825 12.233 0.0026 -0.0031 -0.0011
Si 10.8821 13.6042 12.2417 -0.0006 0.0005 -0.0001
Si 13.6036 0.0032 12.2443 -0.0009 -0.0011 -0.0002
Si 16.3216 2.7212 12.2508 -0.0019 0.0022 0.0018
Si 13.6015 5.4433 12.2438 -0.0009 -0.0002 0.0012
Si 16.3218 8.162 12.2524 -0.0036 0.0015 0.0037
Si 13.6023 10.8854 12.2453 0.0017 0.0015 -0.0002
Si 16.322 13.603 12.2517 0 -0.0006 0.0037
Si 19.0397 -0.0001 12.2508 -0.0022 -0.0017 0
Si 21.7584 2.7151 12.2538 -0.0011 0.0017 0.0013
Si 19.0414 5.4377 12.2541 -0.0006 -0.0016 0.0012
Si 21.7585 8.156 12.2521 -0.0019 -0.0003 0.0032
Si 19.0407 10.8795 12.2502 -0.0032 -0.001 0.0022
Si 21.7567 13.596 12.2479 0.0034 -0.0016 0.0001
Si 24.4762 -0.0068 12.2458 0.0028 -0.0013 -0.0009
Si 27.1953 2.7115 12.2447 0.0033 0.0019 0.0002
Si 24.4738 5.4329 12.2514 -0.0022 0.0036 0.0045
Si 27.1949 8.1552 12.2428 -0.0015 -0.0002 0.0016
Si 24.4775 10.875 12.2457 0.0022 0.0004 0.0015
Si 27.1997 13.5946 12.2399 0.0036 0.0013 -0.0011
Si 29.9199 -0.0066 12.2352 -0.0033 0.0001 -0.0027
Si 0.0022 2.7134 12.231 0 -0.0013 -0.0014
Si 29.9167 5.4358 12.2375 -0.0024 0.0045 -0.002
Si 0.0006 8.161 12.235 -0.003 0.0021 -0.0021
Si 29.9164 10.8791 12.2383 0.0008 0.002 0.0006
Si -0.0014 13.5997 12.2334 -0.0012 -0.0008 -0.0017
Si 1.3614 1.3554 13.5929 0.0024 -0.0006 -0.0015
Si 4.0806 4.0808 13.5919 0 -0.0003 0.002
Si 1.362 6.7966 13.5887 -0.0027 0.0004 -0.0008
Si 4.0831 9.5194 13.5877 -0.0044 -0.0011 -0.0012
Si 1.36 12.2376 13.5901 -0.0039 -0.0008 -0.0015
Si 4.0826 14.9596 13.5926 -0.0017 -0.0006 -0.0019
Si 6.8016 1.3628 13.5922 0.0033 -0.0001 -0.0039
Si 9.5208 4.0849 13.5925 0.0027 0.0021 -0.0003
Si 6.7999 6.803 13.5872 -0.0031 0.0031 -0.0016
Si 9.5215 9.5258 13.5969 -0.0012 0.0004 0.0023
Si 6.8051 12.2411 13.5951 -0.0052 0.003 0.0016
Si 9.524 14.9638 13.5994 0.0027 -0.002 -0.0013
Si 12.2431 1.3634 13.6013 0.0017 -0.0029 0.001
Si 14.9615 4.0852 13.6063 0.0029 0.0026 0
Si 12.2408 6.8057 13.5998 0.0005 0.0003 0.0018
Si 14.9622 9.5267 13.607 -0.005 -0.0027 0.001
Si 12.243 12.2465 13.6024 -0.0017 0.0017 -0.0011
Si 14.9636 14.967 13.608 0.0019 0.0005 0.0013
Si 17.6818 1.3628 13.6119 -0.0037 -0.0013 0.0023
Si 20.401 4.08 13.6146 -0.0006 0.0024 0.0011
Si 17.6813 6.8013 13.6116 -0.0004 0.0001 0.0004
Si 20.3984 9.5192 13.611 0.0026 0.003 0.0008
Si 17.6813 12.2402 13.6098 0.0022 -0.0047 0.0011
Si 20.3985 14.9586 13.6087 -0.0016 0.0034 -0.0026
Si 23.1186 1.3539 13.6098 -0.0002 -0.0018 -0.0008
Si 25.8352 4.0721 13.6067 0.0027 0.0033 0.0014
Si 23.1144 6.7947 13.6135 -0.0003 -0.004 0.0022
Si 25.8335 9.5129 13.6052 0.0003 -0.0038 0
Si 23.1156 12.2354 13.6054 -0.0006 -0.0024 -0.0003
Si 25.8368 14.9527 13.601 0.0003 -0.0006 -0.002
Si 28.5575 1.3503 13.5979 -0.0019 0 0.0004
Si 31.2798 4.0726 13.5893 -0.0005 -0.0001 -0.0042
Si 28.5554 6.7927 13.5986 0.0057 -0.0049 -0.0002
Si 31.2784 9.5173 13.5944 0.0004 -0.0013 0.0003
Si 28.5544 12.2329 13.6018 -0.0007 -0.0002 0.0025
Si 31.2766 14.9529 13.5973 -0.0019 0.0015 -0.0002
Si 0.0018 -0.0077 14.9504 0.0013 0.0045 -0.0027
Si 2.7235 2.716 14.9487 -0.0049 0.0022 0.0009
Si 0.0019 5.4321 14.9446 -0.0057 -0.0025 -0.0031
Si 2.7249 8.1573 14.9457 0.0048 -0.0002 -0.0014
Si 0.0014 10.8758 14.9508 -0.0006 0.0008 -0.0022
Si 2.7238 13.5944 14.9484 -0.0046 -0.0026 -0.0043
Si 5.4445 -0.0001 14.9504 0.0006 -0.001 -0.0033
Si 8.1631 2.723 14.9507 -0.0022 0.0005 -0.0015
Si 5.4435 5.4421 14.9471 0.0025 0.0036 -0.0018
Si 8.1581 8.1617 14.9487 -0.0034 -0.011 -0.0027
Si 5.4454 10.876 14.9487 -0.0029 -0.0047 -0.0019
Si 8.1663 13.6014 14.9557 0.0048 0.0025 -0.0008
Si 10.8848 0.0024 14.9594 -0.0036 -0.003 -0.0004
Si 13.6012 2.7239 14.9628 -0.0024 -0.0005 0.0018
Si 10.8787 5.4443 14.9549 -0.0002 -0.0009 -0.0009
Si 13.6003 8.1669 14.9613 0.0042 0.0043 -0.0006
Si 10.8822 10.8859 14.958 0.0056 -0.0001 0.0003
Si 13.6031 13.6057 14.9638 -0.0022 -0.0025 -0.0001
Si 16.3216 0.0058 14.9718 0.0023 -0.0022 0.0056
Si 19.0396 2.7245 14.9749 0.0057 0.0019 0.0028
Si 16.3201 5.443 14.9699 -0.0067 -0.0002 0.002
Si 19.0378 8.1625 14.9737 -0.0009 -0.0046 0.0022
Si 16.3224 10.8833 14.9719 -0.0018 0.0012 -0.0005
Si 19.04 13.6003 14.9703 -0.0045 0.0017 -0.001
Si 21.7552 -0.0012 14.9697 0.0003 -0.0046 -0.0019
Si 24.4749 2.7151 14.9712 -0.0031 -0.0004 0.0023
Si 21.7549 5.4409 14.98 -0.0036 0.0013 0.0044
Si 24.4717 8.159 14.971 0.0013 0.0008 0.0022
Si 21.7554 10.8814 14.9705 0.0024 0.002 0.0019
Si 24.4735 13.5972 14.9626 0.0033 0.0051 -0.0018
Si 27.194 -0.0062 14.9596 0.0032 -0.0023 -0.0019
Si 29.9187 2.7141 14.9504 0.0037 0.0028 -0.004
Si 27.1939 5.4357 14.9618 -0.0007 -0.0001 0.0026
Si 29.9183 8.1533 14.9518 -0.0006 0.0025 -0.0007
Si 27.1913 10.874 14.9626 -0.0001 -0.0017 0.0047
Si 29.9155 13.5917 14.9596 -0.0014 0 0.0041
Si 1.363 14.9504 16.3072 -0.0048 -0.0026 0.0011
Si 4.0855 1.3586 16.3086 0.0011 0.0006 0.0009
Si 1.3632 4.0748 16.3046 0.003 0.001 0.001
Si 4.0877 6.8027 16.3066 -0.0066 -0.0031 0.0014
Si 1.3656 9.515 16.3055 -0.0084 -0.0014 0.0009
Si 4.0856 12.2333 16.3055 -0.0009 0.0073 -0.0004
Si 6.8074 14.9636 16.3105 -0.0043 -0.0048 -0.0022
Si 9.5229 1.364 16.3118 0.0103 -0.0037 0.0004
Si 6.8029 4.0834 16.3066 0 -0.005 0.0024
Si 9.5138 6.8023 16.3097 -0.0012 0.0094 -0.0004
Si 6.8034 9.5188 16.313 -0.0011 0.0032 0.0024
Si 9.5254 12.2446 16.3198 -0.0009 0.0031 0.0029
Si 12.2442 14.9651 16.3231 0.0071 -0.0012 0.0002
Si 14.962 1.3699 16.3289 -0.0028 -0.0003 0.0033
Si 12.2371 4.0847 16.3162 0.0001 0.0002 0.0008
Si 14.961 6.8103 16.3225 -0.0045 0.0021 -0.0005
Si 12.2417 9.5287 16.3194 -0.0052 -0.0038 0.0014
Si 14.9636 12.2493 16.3263 0.0031 -0.0004 0.0026
Si 17.6823 14.963 16.3289 0.0064 -0.0042 0.0001
Si 20.4012 1.3636 16.3325 -0.0008 -0.0012 -0.0003
Si 17.6793 4.0868 16.3353 -0.002 0.0052 0.001
Si 20.393 6.8051 16.3404 -0.0003 0.002 0.0011
Si 17.6806 9.5244 16.3364 0.0012 -0.0035 0.0022
Si 20.3994 12.2438 16.3344 0.005 -0.0008 -0.0025
Si 23.1129 14.9561 16.3257 -0.0038 0.0003 -0.0033
Si 25.8339 1.3493 16.3266 0.004 0.0013 0.0023
Si 23.1154 4.076 16.3351 0 0.0005 0.0022
Si 25.8333 6.796 16.3247 0.002 0.0006 0
Si 23.1095 9.5213 16.3331 -0.0011 -0.0011 -0.0022
Si 25.8246 12.2322 16.3219 -0.0046 0.0034 0.0028
Si 28.548 14.9492 16.317 -0.007 0.008 0.0011
Si 31.2812 1.3536 16.305 -0.0081 -0.0022 -0.0017
Si 28.555 4.0691 16.3122 0.0021 -0.0006 -0.0009
Si 31.281 6.7882 16.3036 0.0068 -0.0048 -0.0026
Si 28.5548 9.5083 16.3124 0.0067 -0.0114 0.002
Si 31.2796 12.2287 16.3141 0.0044 -0.0023 0.0044
Si 2.729 -0.0113 17.6602 -0.0025 -0.0006 -0.0015
Si 5.4465 2.7225 17.6653 0.0046 0.0068 0.0002
Si 2.7293 5.436 17.6567 0.003 0.0059 -0.0054
Si 5.4454 8.1586 17.6748 0.0003 -0.0031 -0.0013
Si 2.73 10.8704 17.6665 -0.0017 -0.0045 -0.0006
Si 5.4512 13.5923 17.6588 -0.0061 -0.0019 -0.0042
Si 8.1641 0.0068 17.672 -0.0019 0.0046 0.0005
Si 10.8778 2.7235 17.6758 -0.0072 0.0018 0.0019
Si 8.1587 5.4398 17.6725 0.0017 -0.0003 -0.0001
Si 10.8686 8.1686 17.6641 0.0064 -0.0112 -0.0058
Si 8.1649 10.8786 17.6723 -0.0022 -0.0033 -0.001
Si 10.8851 13.6051 17.6825 0.0026 -0.0026 -0.0024
Si 13.6007 0.0086 17.6844 -0.0043 -0.0084 0.0019
Si 16.3212 2.727 17.6956 0.0005 -0.0014 0.0082
Si 13.5943 5.4508 17.6704 0.0039 0.0069 -0.0011
Si 16.3189 8.1631 17.6945 -0.0029 -0.0043 -0.0007
Si 13.6038 10.888 17.6817 0.0002 0.0012 -0.005
Si 16.3205 13.6101 17.6916 -0.0032 0.0035 -0.0028
Si 19.0434 0.0015 17.6885 0.0006 -0.0033 -0.0042
Si 21.7569 2.7197 17.7031 -0.0019 -0.0015 0.0028
Si 19.0316 5.4489 17.7041 -0.0005 -0.0007 0.0006
Si 21.7463 8.1724 17.701 0.0004 0.0008 -0.0003
Si 19.0396 10.8886 17.6966 0.0057 0.0081 -0.0016
Si 21.7589 13.6033 17.698 0.0057 0.0116 -0.0027
Si 24.4657 -0.0055 17.6883 -0.0077 -0.0103 -0.0001
Si 27.1983 2.7099 17.6791 -0.0014 0.0012 0.0021
Si 24.475 5.4396 17.69 0.0013 -0.0035 0.0035
Si 27.192 8.1586 17.6812 0.003 0.0017 0.0024
Si 24.4595 10.8868 17.6955 -0.0014 -0.0052 0.0039
Si 27.1803 13.5919 17.6785 0.0013 -0.006 0.0035
Si 29.9186 -0.0083 17.6588 0.0128 0.0029 -0.0066
Si 0.0046 2.7117 17.6614 0.0039 0.0014 -0.0028
Si 29.9159 5.4322 17.6626 -0.0045 -0.0003 -0.0035
Si 0.0096 8.143 17.6564 -0.0072 -0.0002 -0.0016
Si 29.9189 10.861 17.6687 -0.0056 0.0018 0.0032
Si 0.0078 13.5856 17.6685 -0.0006 0.0097 -0.0016
Si 1.3703 1.3488 19.0136 -0.0041 -0.0022 0.0062
Si 4.0889 4.0856 19.0202 -0.0045 -0.0007 -0.0013
Si 1.3781 6.7931 19.0181 0.0023 -0.01 -0.0047
Si 4.087 9.5163 19.037 -0.0048 0.0085 0.01
Si 1.3748 12.2274 19.0272 -0.0125 0.0055 0.0063
Si 4.0968 -1.37 19.014 0.0058 -0.0092 -0.0025
Si 6.8079 1.3722 19.0304 -0.0115 0.001 0.0021
Si 9.5108 4.0756 19.0354 0.0129 -0.0061 0.0058
Si 6.8034 6.798 19.0358 0.0009 -0.004 0.0114
Si 9.5211 9.5228 19.0377 -0.0038 0.0005 0.0034
Si 6.8036 12.2352 19.0268 -0.0028 0.0105 -0.0019
Si 9.521 -1.3516 19.0334 0.0042 -0.0035 0.0022
Si 12.2386 1.3696 19.039 0.0089 -0.0035 -0.0025
Si 14.958 4.1068 19.0361 -0.015 0.0052 0.0043
Si 12.2172 6.8038 19.0175 -0.0128 0.0163 -0.0051
Si 14.9578 9.5279 19.046 0.0033 -0.0055 0.0033
Si 12.2483 12.247 19.0437 0.0062 -0.0017 0.0029
Si 14.9632 -1.3433 19.0499 0.0055 -0.0025 0.0024
Si 17.6828 1.3537 19.0492 0.0097 -0.0081 0.0037
Si 20.3879 4.0801 19.0588 0.0012 0.009 -0.0002
Si 17.6768 6.8144 19.0724 0.0028 0.0012 0.0025
Si 20.3939 9.5401 19.0738 0.0027 -0.0065 0.0015
Si 17.6838 12.2558 19.0523 0.0035 -0.0002 -0.0014
Si 20.4099 -1.3444 19.0562 0 -0.0048 -0.0039
Si 23.1205 1.358 19.0643 -0.0059 -0.0042 0.006
Si 25.8394 4.0722 19.041 0.0057 0.0012 -0.0011
Si 23.1092 6.804 19.0448 -0.0008 0.0041 -0.0023
Si 25.8286 9.5258 19.0381 -0.0038 -0.0031 -0.0012
Si 23.0997 12.2416 19.0757 -0.0054 0.0042 0.0047
Si 25.8022 -1.3852 19.0466 0.0035 0.0135 0.0036
Si 28.5609 1.339 19.0274 0.0018 -0.0065 -0.0022
Si 31.2796 4.0719 19.0127 -0.0044 0.0025 0.0006
Si 28.5536 6.7861 19.0275 0.0007 0.0025 0
Si 31.284 9.4878 19.0152 0.0139 -0.0187 0.0007
Si 28.5476 12.2212 19.0162 0.0028 -0.0013 0.0024
Si 31.2784 -1.37 19.0108 -0.0147 0.0108 -0.0039
Si 0.0074 -0.0174 20.3629 -0.0011 -0.0089 -0.0049
Si 2.7342 2.7136 20.3632 0.012 0.0015 -0.004
Si 0.008 5.4331 20.358 -0.0017 -0.0048 0.0018
Si 2.737 8.1418 20.3942 0.0008 -0.0095 0.0038
Si 0.0179 10.8371 20.3611 -0.0031 0.0056 0.0022
Si 2.7546 13.5843 20.3788 0.0021 0.0101 0.007
Si 5.4529 -0.0047 20.3684 0.003 0.0014 -0.0028
Si 8.1479 2.7337 20.4144 0.0007 0.0054 0.0056
Si 5.4401 5.4407 20.3973 -0.0014 -0.0059 0.0047
Si 8.1653 8.1552 20.3961 -0.0009 0.0023 -0.0019
Si 5.4525 10.8761 20.3959 -0.0012 -0.0022 0.0063
Si 8.1617 13.5978 20.3814 -0.0043 -0.0045 0.0052
Si 10.8661 0.0199 20.397 0.0022 -0.0062 0.0108
Si 13.5986 2.7457 20.3838 0.0014 0.001 0.0032
Si 10.8689 5.4405 20.3838 0.0001 0.0038 -0.0038
Si 13.5659 8.1644 20.3725 -0.0076 -0.005 -0.0023
Si 10.8863 10.8825 20.3955 0.0038 0.0015 0.0014
Si 13.6039 13.6162 20.4035 -0.0046 -0.0052 -0.0063
Si 16.3226 0.0093 20.4236 -0.0014 -0.0043 0.0021
Si 19.0382 2.7031 20.4175 -0.009 -0.0028 0.0029
Si 16.3081 5.452 20.4242 -0.0059 0.0007 0.0082
Si 19.0302 8.1896 20.4366 -0.0009 -0.0011 -0.0027
Si 16.3259 10.8889 20.4035 -0.0022 -0.0002 0.002
Si 19.0436 13.6262 20.409 0.007 -0.0022 -0.0012
Si 21.7646 0.0041 20.4397 0.0059 0.0002 0.0041
Si 24.4908 2.7178 20.4158 0.0093 0.0087 0.0045
Si 21.7487 5.4488 20.4069 -0.0041 -0.0039 0.0037
Si 24.4631 8.1744 20.3961 -0.0035 0.0049 0.0104
Si 21.7304 10.9067 20.4587 -0.0093 -0.0011 0.0042
Si 24.4509 13.5918 20.4534 -0.0076 0.0037 0.007
Si 27.1867 -0.0317 20.3681 0.0017 -0.0073 0.0066
Si 29.9277 2.7061 20.3727 0.0013 0.0014 0.0087
Si 27.198 5.4319 20.3979 0.0005 0.0002 0.0014
Si 29.9178 8.137 20.3833 0.0016 -0.0012 0.0042
Si 27.1824 10.8887 20.3984 0.0113 0.003 0.0038
Si 29.9175 13.5778 20.3537 0.0023 0.0065 -0.0029
O 3.6658 12.0226 28.4083 -0.2416 -0.4888 -0.0372
O 3.6565 1.145 28.7098 -0.0086 -0.2797 0.1569
O 12.4246 0.0775 31.5894 0.0389 -0.3595 -0.3652
O 13.054 2.3049 32.7902 0.4529 0.5893 0.1564
O 4.1952 -1.7599 35.2959 -0.081 0.0156 0.2615
O 4.447 7.1005 28.4235 0.3129 0.2463 0.1079
O 1.9772 7.0234 35.4607 -0.0554 -0.0089 0.3013
O 0.9303 -2.1337 34.107 0.5904 0.4807 -0.1395
O 30.1573 11.5467 34.8737 0.0891 -0.7971 0.0131
O 8.6259 -1.7986 32.7634 -0.4214 0.1225 0.0059
O 5.3969 2.7154 27.612 -0.1572 -0.0376 0.0599
O 12.4858 4.683 28.515 -0.461 0.1638 0.4698
O 6.3885 9.5966 28.6036 -0.6782 0.1582 0.1537
O 0.2707 10.6945 38.0837 0.0341 -0.0746 -0.5444
O 13.5325 12.4693 28.3608 -0.1638 -0.3703 0.3402
O 9.6097 2.0329 37.3585 0.4542 0.2299 -0.152
O 13.6195 0.0573 27.5169 0.1213 0.1285 0.3217
O 12.0286 13.0875 30.4841 0.3404 0.4723 0.4383
O 10.8346 2.7509 27.7177 0.0822 0.058 0.3445
O 16.3001 8.117 27.6497 0.0254 0.0742 0.4745
O 17.4615 -0.734 28.834 -0.0797 0.4509 0.1239
O 16.0964 8.4308 36.0919 -0.3115 0.2077 0.1734
O 20.3392 1.0644 28.5277 -0.2756 -0.3835 0.0435
O 17.6464 3.8602 28.6753 -0.129 -0.4813 0.2751
O 12.9489 -1.7217 37.2994 0.1143 0.0811 -0.4898
O 27.6572 8.832 35.6787 -0.1684 -0.1172 -0.0334
O 21.7565 13.6517 27.3257 -0.0096 -0.0217 0.188
O 20.1739 11.0592 33.3887 -0.0039 0.1023 0.2373
O -1.7269 11.921 28.5958 -0.4801 -0.1304 0.2377
O 21.8555 2.8682 27.5467 -0.147 0.1292 0.241
O 24.4978 10.9204 27.6177 0.1112 0.1005 0.2577
O 28.395 14.161 28.3047 0.3646 -0.4827 -0.002
O 26.2094 12.6778 28.5503 -0.0644 -0.236 0.2207
O 28.4217 3.5861 33.8889 -0.3031 0.1239 0.3975
O 29.999 -0.1756 27.5979 0.1576 -0.0106 0.3505
O 15.746 -0.1172 37.8944 -0.018 -0.405 -0.0706
O 27.3498 2.8446 27.5368 -0.1002 0.0632 0.232
O 0.4206 5.1438 38.2241 0.3575 0.1313 -0.3426
O 1.6079 9.616 28.5629 0.3619 0.2353 0.0458
O 21.9814 7.9255 30.7451 -0.4436 -0.1286 0.4943
O 28.9293 -1.729 37.1792 0.6476 -0.2815 -0.1426
O 2.1083 9.0365 37.1409 -0.1581 0.2664 -0.408
O 24.2862 2.7926 32.6685 -0.0863 -0.1389 -0.3632
O 10.9158 8.1863 27.5495 -0.0124 -0.0029 0.2058
O 27.9136 0.935 29.9876 0.25 -0.1023 -0.1496
O 13.932 9.6852 30.8606 0.3981 0.5229 -0.1052
O 11.8424 8.1826 30.591 -0.0839 -0.3833 -0.2539
O 24.709 9.1361 31.6521 -0.1479 -0.3651 -0.5529
O 8.7279 8.1357 35.1637 0.1811 0.2637 -0.7142
O -0.7978 9.709 29.6626 -0.2974 -0.46 -0.3032
O 25.3628 12.3079 37.5009 -0.2166 -0.2571 -0.0559
O 19.0399 5.5894 27.4574 0.1376 0.1129 0.1882
O 11.1923 10.6895 38.2952 0.1081 -0.1186 -0.0621
O 23.5696 4.567 28.4961 -0.0484 0.0791 0.3783
O 3.871 1.0468 31.344 0.0888 -0.2579 0.0148
O 27.5178 0.081 38.3083 -0.0609 -0.0317 -0.2383
O 26.754 7.2747 31.2929 -0.6296 -0.2694 -0.3314
O 4.5291 12.4594 36.9655 0.2396 0.0458 -0.6172
O 29.0775 1.5959 32.3236 0.678 -0.142 0.1907
O 20.3452 7.7341 28.1949 0.2706 0.1772 0.2591
O 22.097 5.1617 38.2166 0.2486 -0.0879 -0.1989
O 18.4948 3.615 37.2668 0.4459 0.2 -0.2208
O 23.7816 -1.9283 37.1491 -0.3172 0.119 -0.4537
O 18.1265 8.8068 34.5059 0.0628 0.2927 -0.1197
O 23.7729 3.3833 37.3308 -0.242 -0.0963 -0.2236
O 13.7889 7.6544 35.1417 -0.1996 0.0621 -0.5932
O 6.5043 -0.7341 34.7512 0.0749 0.0631 -0.2535
O 6.0749 1.6376 32.578 0.3504 0.1202 0.3298
O 2.6611 5.4308 27.5749 0.2496 0.0208 0.5748
O 7.4061 8.813 37.3256 0.1764 -0.2296 -0.0952
O 25.8086 1.7568 37.2153 0.3713 -0.2162 -0.5029
O -0.4855 11.9466 31.0005 -0.3 0.614 0.4223
O 5.6196 5.2651 38.1899 -0.0028 -0.1089 -0.2851
O 28.7432 9.585 28.7796 -0.0457 0.3113 0.2192
O 26.3141 -1.1407 29.429 -0.2631 -0.181 -0.2427
O 2.5797 -2.2825 37.3545 0.1477 0.1825 0.1887
O 7.3813 3.4944 37.3951 -0.2249 0.1849 -0.4347
O 22.4832 9.6004 33.2101 0.2299 -0.3037 0.2257
O 22.8922 9.5572 37.3098 -0.2378 -0.1638 -0.4713
O 22.7823 4.5889 33.9621 0.4603 -0.2423 -0.2586
O 9.1321 -0.5263 34.9679 0.3496 0.217 0.044
O 19.3917 13.2613 38.0983 0.09 -0.1026 -0.3769
O 1.3235 5.229 30.8942 -0.0028 -0.0665 0.2161
O 1.5568 7.1343 32.7453 0.1487 0.5193 -0.0402
O 4.4682 13.473 30.5312 0.0908 0.4266 -0.422
O 5.2294 5.2599 30.182 -0.5158 -0.5598 0.0098
O 22.0832 -0.1455 38.0535 0.0496 0.0044 -0.4151
O 5.5223 13.6206 27.5432 0.0844 -0.0581 0.278
O 27.4647 10.7849 38.1678 -0.0419 -0.0355 -0.5571
O 3.9254 8.6737 35.2481 0.0437 0.5608 -0.2447
O 28.2882 4.3129 37.2311 -0.2341 -0.3617 -0.5493
O 2.533 3.0274 30.2483 0.1473 0.3074 0.2397
O 14.2907 -2.5805 35.2261 0.2334 0.0505 0.0522
O 19.1292 0.5327 30.6487 -0.4238 0.2669 0.55
O -0.4313 0.8883 28.4756 0.2171 0.2078 0.0957
O 30.5884 6.809 28.3528 -0.3665 0.4647 0.509
O 16.3886 10.8396 38.1969 -0.2077 0.0584 -0.1173
O 18.377 9.6339 28.2876 0.3109 0.4617 0.1455
O 15.9559 13.6801 27.8059 0.1543 -0.1473 0.2832
O 24.0492 6.5319 30.2437 0.1446 0.3466 0.0661
O 21.1753 11.5365 37.2714 0.0769 -0.0943 -0.2026
O 30.2305 7.9198 35.1477 0.0598 0.58 -0.6181
O 2.089 3.1534 37.7671 0.2631 -0.1248 0.1004
O 30.0356 2.6538 38.2184 -0.0905 0.0689 -0.2978
O 9.7775 5.7548 34.8822 0.6409 -0.2879 -0.1507
O 6.5381 6.7978 35.7914 -0.2202 -0.3595 0.5841
O 17.6227 11.1951 32.582 -0.238 -0.3893 -0.5845
O 20.1952 6.4475 37.1263 -0.6365 0.0559 -0.3331
O 9.2021 0.8675 28.5886 0.3172 -0.0846 0.4263
O 10.7332 1.792 33.8163 -0.3894 -0.1149 0.4748
O 14.7214 6.656 37.3217 -0.6137 0.0288 -0.0956
O -1.1973 6.5102 36.889 -0.2685 0.2547 -0.2061
O 25.5348 10.4156 35.1279 -0.1781 -0.4072 0.6023
O 9.0422 -1.2602 30.1983 0.5762 0.0043 -0.2181
O 27.1836 7.9633 27.6028 -0.0146 0.1045 0.2525
O 22.8988 9.1267 28.5901 0.0667 -0.5784 0.2014
O 25.7494 -1.0568 33.2052 -0.2399 -0.4283 0.2166
O 28.7747 5.9657 32.5756 -0.2943 0.2948 0.116
O 11.1198 -0.0408 38.1108 0.1013 0.0362 -0.2105
O 23.1513 6.826 32.7549 0.2932 0.5421 -0.1985
O 13.0268 4.1436 37.295 0.078 0.111 -0.5027
O 30.3977 0.1938 30.644 0.2844 0.0904 -0.1674
O 15.8166 6.0413 34.9167 0.398 0.074 -0.2241
O 18.1973 9.5806 37.0131 0.2841 -0.117 -0.0775
O 3.2586 3.1922 35.5057 0.0392 0.0739 0.0042
O 27.9629 12.7869 35.5344 -0.3436 -0.3353 0.3436
O 11.9292 6.8097 32.8104 -0.2684 -0.0012 0.7637
O 7.7297 5.7802 30.6058 -0.1507 0.1645 0.3697
O 29.4087 4.4982 28.0563 0.0808 -0.2334 -0.0269
O 16.3103 -1.8214 33.66 -0.0668 0.2972 0.5445
O 17.9242 7.1005 32.5318 0.0177 -0.3186 0.4055
O 21.9093 2.2443 33.9207 -0.3256 -0.469 0.1959
O 8.1936 8.3747 29.989 0.2658 0.5774 0.0375
O 16.653 5.2368 38.2217 -0.2424 0.0447 -0.3081
O 17.7629 -1.4455 37.0431 -0.0753 -0.4842 -0.7148
O 12.8331 0.1348 34.1962 0.2231 -0.2907 0.5344
O 6.408 9.2823 34.8932 0.0904 0.8037 -0.175
O 4.8237 5.0074 34.5771 0.16 -0.1258 0.1715
O 17.1928 5.88 30.3297 -0.2366 0.1339 -0.0489
O 28.567 5.9943 29.9457 -0.5449 -0.0554 -0.2877
O 0.5 -0.7834 37.4893 -0.4873 -0.1639 -0.0421
O 2.1853 4.9381 33.9255 -0.1017 -0.0454 -0.0405
O 14.8663 4.074 29.4415 0.4217 0.1743 -0.0735
O -0.7103 1.4384 37.1556 -0.1395 0.1961 -0.4304
O 14.8759 3.6745 35.4177 0.5795 -0.3072 -0.1733
O 10.7087 12.4286 28.278 0.2267 0.0769 0.3219
O 23.0405 11.3269 35.411 0.0138 0.1604 -0.2887
O 11.2631 7.8066 35.6685 -0.0195 -0.0874 -0.2676
O 21.8195 13.6037 30.3322 0.4088 -0.3182 0.2939
O 27.1939 9.8377 30.9942 -0.3565 0.6749 0.134
O 17.1373 1.6946 33.1454 -0.2576 -0.0703 0.0686
O 11.1311 -1.5138 33.2488 -0.1878 -0.484 -0.1204
O 26.5037 8.6607 33.3879 0.0292 -0.5406 0.3008
O 10.9405 2.3459 31.2782 -0.1457 0.3096 -0.5076
O 19.6358 12.2399 31.167 -0.204 -0.431 -0.1015
O 6.6133 10.158 31.2042 0.6694 0.4456 0.0908
O 3.8257 7.0443 37.3394 -0.1634 -0.071 -0.1444
O 24.5316 6.2453 34.965 -0.0252 0.4556 0.3701
O 8.7009 3.3779 35.2123 0.2947 -0.1848 -0.0513
O 13.7947 5.1454 33.455 -0.3816 -0.0291 -0.0243
O 5.7784 10.6365 38.1945 -0.1184 -0.0322 -0.2025
O -0.2278 -1.249 30.1583 0.0576 -0.3612 0.0585
O 4.1265 10.884 30.7078 -0.0656 -0.3629 -0.3348
O 13.2401 2.0977 30.0693 -0.5062 0.0509 -0.1754
O 14.432 2.0119 37.4338 -0.1759 -0.1356 -0.0319
O 20.6479 4.353 35.3559 -0.3238 -0.4153 0.3631
O 28.014 -1.0313 34.7821 0.1805 0.0452 0.0832
O 23.5645 0.3767 33.0665 -0.3908 -0.4668 0.321
O 18.8469 1.8959 35.1675 0.1174 0.2858 -0.5734
O 20.464 1.7857 37.2901 0.2228 0.3126 -0.4104
O 1.561 -0.8852 28.24 0.6302 -0.0568 0.2007
O 26.8557 2.9322 31.9194 0.1619 -0.1635 -0.5613
O 16.6766 0.4177 35.4029 -0.6126 0.1345 -0.266
O 22.0182 5.1563 31.0039 0.3441 -0.0405 0.0535
O 9.4226 6.8336 37.2772 -0.3606 0.135 -0.056
O 20.2116 8.397 33.1557 0.2542 -0.0691 -0.3415
O 25.1635 4.2196 30.5366 0.0128 -0.405 -0.1884
O 7.2298 -0.87 28.3502 0.0353 0.0958 0.3598
O 20.2323 12.1515 28.6686 -0.3334 -0.4941 0.2008
O 25.6154 3.8336 35.5138 0.0372 -0.1254 -0.2149
O 15.364 1.6839 28.5447 0.3262 0.1082 0.1125
O 5.4698 7.2517 33.5138 -0.345 -0.0146 -0.6425
O 8.4134 10.9981 27.6986 0.1097 0.1069 0.1844
O 27.0974 1.1247 33.7941 -0.3522 0.2535 0.1648
O 19.6294 4.7994 30.2376 0.3548 0.5112 -0.1067
O 21.7355 0.0043 30.5228 0.0866 0.3182 0.1812
O 28.1333 -0.9797 32.2187 0.316 0.4052 -0.205
O 12.8017 9.6422 28.5018 0.49 0.0432 0.1198
O 25.7096 4.943 33.0735 0.2592 0.3935 -0.1592
O 11.9865 -1.6726 28.379 -0.3758 0.2463 0.3294
O 11.1138 5.2865 38.4197 0.0838 0.0601 -0.4214
O 27.1837 5.7818 35.1532 0.2629 0.4922 -0.5674
O 3.8719 3.0434 33.041 0.0254 0.2169 -0.3648
O 14.403 7.4364 32.2776 0.1422 0.092 0.4444
O 5.6842 7.8701 30.5135 0.1139 -0.1659 0.4323
O 16.6589 10.8074 35.0437 -0.142 0.6742 0.4341
O 1.5343 0.6682 30.2633 -0.0051 -0.2197 0.3916
O 23.267 -1.1192 28.7103 0.107 0.3545 0.1422
O 27.629 13.2513 30.6682 -0.07 -0.2969 0.3132
O 15.5389 9.6614 32.9455 -0.0179 -0.2504 0.2645
O 9.4515 6.4549 28.7601 0.289 -0.4643 0.2037
O 0.0246 13.5301 27.4767 -0.0261 -0.0908 0.4428
O -1.4797 12.4336 37.1774 -0.578 0.495 0.1014
O 2.0259 12.485 30.3826 -0.2721 0.413 -0.2429
O 7.6537 -1.3089 37.0605 0.2462 -0.3435 -0.2728
O 12.9411 9.1842 37.1261 0.5408 -0.0609 -0.2221
O 13.2615 5.5682 30.8617 -0.1845 -0.2103 -0.0004
O 29.5309 9.2673 37.3914 0.6873 0.2534 -0.1781
O 25.6592 1.2419 28.6367 -0.3053 0.1837 0.1379
O 7.2257 0.7157 30.346 -0.7194 0.0017 -0.1551
O 13.7673 -1.914 32.7841 -0.0819 -0.2576 -0.4723
O 12.6405 2.362 35.5077 -0.6012 0.1492 0.0088
O 6.9457 3.2949 30.7898 -0.2112 0.1179 -0.0927
O -0.0052 8.0717 27.3693 0.0934 0.07 0.0746
O 10.6333 9.1242 32.8309 -0.7139 0.0072 -0.1223
O 20.9874 2.5617 30.6631 0.3831 -0.0125 0.2378
O -1.0162 -0.9897 32.7063 -0.2088 0.3213 0.1532
O 23.8404 -1.4512 31.2761 0.38 -0.7472 0.162
O 9.7395 13.309 34.8141 -0.5266 -0.0886 -0.2623
O 14.4122 6.5003 28.5901 -0.0784 0.2054 0.3668
O 25.787 5.8972 28.4441 0.1429 -0.4303 0.3448
O 16.2737 8.3408 30.7921 0.0106 0.2015 -0.6433
O 26.2998 5.9751 37.5491 -0.0781 -0.3753 -0.3141
O -0.1094 3.0949 30.9125 0.0384 -0.5689 0.3437
O 19.5147 -1.8932 29.6944 0.1897 0.2094 -0.3613
O 3.3002 6.936 30.8253 0.1414 0.1899 0.3508
O 29.9641 2.6986 30.2293 -0.3106 0.0122 -0.3263
O 20.5739 9.7902 29.716 -0.2597 0.4056 0.44
O 24.1161 1.7847 35.2057 0.1338 -0.2656 0.3064
O 4.6347 9.6852 32.9559 -0.6256 0.0536 -0.0169
O 16.115 4.0786 33.1216 0.093 0.3156 -0.0885
O 0.8275 7.667 30.245 -0.1989 -0.187 -0.1437
O 12.5611 9.8079 34.4904 0.5638 0.2201 -0.1876
O 20.4377 4.0709 32.7346 -0.3425 0.0519 0.1659
O 5.7045 -0.1347 38.2829 -0.0255 0.0164 -0.0627
O 21.0509 9.6606 35.3908 -0.1261 -0.2633 0.1992
O 28.8124 12.945 33.035 -0.0497 -0.1436 -0.1153
O 27.8613 10.7415 33.9106 0.2103 -0.0564 -0.2188
O 11.36 10.658 30.4179 -0.1258 -0.0505 -0.0714
O 9.5949 4.0568 32.9012 -0.0612 0.4009 -0.3308
O 9.5499 12.6041 31.1799 -0.1983 -0.2864 0.0201
O -2.0411 4.0482 32.5017 0.0525 -0.1311 0.081
O 5.5175 12.1306 32.5551 -0.1372 -0.1388 0.7635
O 7.5014 1.1981 36.127 -0.3514 0.1139 0.0287
O -1.6309 5.041 30.1248 0.3634 0.4282 0.0468
O 24.7115 7.9469 38.2111 0.2229 0.1882 -0.2295
O 11.4758 11.6362 32.7809 0.3538 0.3708 0.2419
O 24.8722 13.0328 35.0542 -0.1062 0.3938 -0.5187
O 7.3602 5.243 33.8404 -0.2001 -0.3088 -0.2708
O 0.1065 11.8983 35.1354 0.1599 -0.3936 0.1957
O 1.328 10.0568 31.1348 0.3453 -0.3539 0.3087
O 14.3192 12.3504 37.4066 0.0965 -0.0971 -0.2268
O 29.736 10.8302 30.7561 -0.2696 0.1313 0.6008
O 7.0971 4.4996 28.4469 0.1927 0.4129 0.0436
O 9.5982 12.2653 37.1396 -0.5904 0.3422 -0.2172
O 1.7348 1.126 36.1407 0.0846 -0.0548 -0.2612
O 10.2655 10.8134 34.966 -0.4543 -0.2145 0.1143
O 30.1116 13.9871 31.0428 0.2709 -0.327 -0.4568
O 18.7944 7.9591 30.2716 0.152 -0.1679 0.0081
O 0.78 3.9304 28.565 -0.2576 -0.3269 -0.1441
O 18.7537 13.381 33.3451 0.4517 0.1581 0.3693
O 15.5504 2.2055 31.188 -0.1068 -0.5812 0.2529
O 24.2868 11.4008 33.0228 0.006 0.4875 -0.4925
O 8.5999 1.7428 32.2695 -0.0289 -0.3187 0.2925
O 22.7758 10.5398 30.835 -0.321 0.5968 -0.0208
O 26.339 -1.7651 36.6165 -0.1933 0.3408 0.0038
O 17.9739 1.1243 37.5096 0.0441 0.0426 0.8294
O 19.2813 6.4462 34.6767 -0.3098 -0.4395 0.1158
O 15.2209 12.204 33.2778 -0.4327 -0.0971 -0.4512
O 1.4656 11.9353 32.8856 0.3849 -0.3566 0.2167
O 5.176 -1.6271 32.7483 -0.1894 0.1642 -0.2518
O 18.529 -0.3984 33.7605 0.7073 0.0818 0.0892
O 2.648 12.4846 35.1718 0.1421 -0.4271 -0.266
O 4.2299 0.4905 33.9304 -0.5133 0.0314 0.3764
O 7.0213 13.6209 31.0082 -0.1373 -0.2371 -0.2904
O 9.7482 6.9772 31.471 -0.1298 -0.2706 0.2551
O 17.6077 -1.4148 31.4525 -0.7419 0.0785 -0.0956
O 25.506 0.5783 31.1884 0.2038 0.362 0.2445
O 29.1913 8.2276 31.1227 0.3377 0.0397 0.0387
O 4.0844 1.5307 37.266 0.1657 0.0494 -0.3076
O 30.1055 5.3306 34.8 -0.3892 -0.3972 0.2167
O 28.7055 6.8643 36.9949 0.4154 -0.1339 0.6334
O 12.0237 12.5273 35.995 0.101 0.0094 -0.1096
O 21.896 6.7045 35.141 -0.0158 0.5964 0.1052
O -0.321 -0.0209 35.0355 -0.1629 0.2919 -0.1205
O -0.2217 6.311 34.4174 -0.0748 -0.1691 -0.2343
O -1.517 -2.3588 34.973 -0.6958 0.4014 -0.0182
O 17.7897 3.4409 31.2649 0.1559 -0.0514 0.276

Results
total energy: -218736.748 eV
total energy less fixed offsets of O -438.35, Si -107.03 eV per atom: -18.028 eV
